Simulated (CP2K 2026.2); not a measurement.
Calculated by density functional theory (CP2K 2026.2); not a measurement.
Periodic cell of 534 atoms, Si358O176, from a study of silicon, its oxide and their interface. The atomic structure is a simulated model.
Doubt: the forces sum to 2.04 eV/angstrom along one axis rather than to zero, so they err by at least 0.0038 eV/angstrom per atom on average; the grid cutoff is modest.

Settings
functional: PBE
method: Gaussian and plane waves
basis set: DZVP-MOLOPT-SR-GTH
pseudopotentials: GTH-PBE
grid cutoff: 350 Ry, relative cutoff 50 Ry
k points: Gamma only
occupations: fixed
spin: none
net charge: 0

Cell vectors (angstrom)
a	16.32	0	0
b	0	16.32	0
c	0.0624	0.1494	35.4776

Atoms and the computed forces on them: element, x, y, z (angstrom), force x, y, z (eV/angstrom)
Si	0.034	0.406	0.092	-0.054	-0.34	0.657
Si	3.031	2.461	0.174	0	0.178	0.823
Si	15.942	5.612	0.226	0.213	0.058	0.747
Si	2.983	8.414	35.314	0.305	0.536	0.419
Si	16.187	11.23	35.407	0.365	-0.372	0.779
Si	3.025	13.586	35.306	-0.243	0.046	0.746
Si	5.036	0.071	0.128	0.244	-0.021	0.682
Si	8.091	3.56	35.145	0.349	0.223	0.583
Si	5.68	5.441	0.072	-0.44	0.246	0.283
Si	8.284	8.167	0.151	-0.418	0.155	0.682
Si	5.223	11.307	35.431	0.169	-0.031	0.62
Si	8.573	13.349	0.059	-0.057	-0.077	0.676
Si	11.076	0.2	35.341	0.05	-0.149	0.774
Si	14.097	2.677	35.416	-0.346	0.06	0.748
Si	10.436	5.839	0.127	0.338	-0.181	0.771
Si	13.903	8.067	35.456	-0.2	0.162	0.747
Si	10.663	11.119	35.407	0.21	0.024	0.679
Si	13.859	13.294	0.048	-0.192	0.369	0.842
Si	1.424	1.473	1.586	0.01	0.012	-0.042
Si	4.196	4.088	1.387	-0.001	-0.03	-0.056
Si	1.305	6.518	1.578	-0.506	-0.198	0.266
Si	4.041	9.655	1.348	-0.05	-0.045	-0.039
Si	1.4	12.254	1.187	-0.023	0.041	-0.053
Si	3.922	14.882	1.43	-0.022	-0.022	-0.037
Si	6.695	1.187	1.351	-0.297	-0.283	0.422
Si	9.429	4.178	1.384	-0.011	-0.021	-0.057
Si	6.772	6.924	1.478	0.074	0.065	-0.075
Si	9.474	9.634	1.473	0.025	0.019	-0.023
Si	6.826	12.264	1.237	-0.026	0.024	0.025
Si	9.756	14.914	1.306	-0.023	0.037	-0.033
Si	12.343	1.411	1.21	0.061	0.049	-0.048
Si	14.871	4.048	1.517	0.003	-0.037	-0.012
Si	12.209	6.846	1.301	-0.009	-0.029	-0.016
Si	15.03	9.47	1.273	-0.002	-0.001	-0.026
Si	12.247	12.122	1.274	-0.024	-0.013	-0.022
Si	15.048	15.019	1.185	-0.017	0.006	-0.016
Si	16.325	2.787	2.873	0.009	0.034	0.022
Si	2.668	16.275	2.84	0.019	0.002	0.043
Si	0.05	8.159	2.714	0.02	-0.007	0.006
Si	2.725	5.241	2.888	0.039	-0.044	-0.002
Si	0.037	13.625	2.594	0.048	0.017	0.006
Si	2.656	10.938	2.699	-0.021	-0.024	0.009
Si	5.5	2.684	2.763	0.004	-0.038	0.008
Si	8.244	16.244	2.612	-0.004	-0.002	-0.012
Si	5.344	8.241	2.741	-0.011	0.011	-0.007
Si	8.119	5.504	2.809	-0.005	0.029	0.003
Si	5.466	13.602	2.666	0.029	0.013	0.013
Si	8.064	10.94	2.763	-0.018	-0.006	0.006
Si	10.892	2.738	2.586	0.009	-0.012	-0.009
Si	13.651	16.325	2.613	-0.011	0.002	0.002
Si	10.891	8.211	2.72	-0.005	0.005	0.027
Si	13.473	5.444	2.748	-0.017	0.052	0.038
Si	10.997	13.54	2.714	0.031	0.003	0.001
Si	13.62	10.794	2.655	-0.007	-0.014	-0.002
Si	1.369	4.011	4.29	-0.008	0.016	0.035
Si	4.101	1.333	4.114	0.004	0.016	-0.007
Si	1.352	9.545	4.089	0.002	0.017	0.017
Si	4.04	6.797	4.092	-0.026	-0.016	-0.044
Si	1.302	14.914	4.126	-0.007	-0.001	-0.003
Si	4.087	12.252	4.047	0.007	-0.001	-0.015
Si	6.804	4.081	4.134	-0.016	-0.014	-0.003
Si	9.555	1.347	3.978	-0.009	0.016	-0.015
Si	6.743	9.545	4.117	-0.002	0.005	0.007
Si	9.531	6.845	4.104	0.014	-0.037	-0.009
Si	6.843	14.951	4.031	-0.002	-0.002	0.003
Si	9.521	12.267	4.065	0.001	0.006	-0.022
Si	12.16	4.067	4.084	-0.021	-0.001	0.021
Si	14.945	1.334	4.082	-0.017	-0.005	-0.013
Si	12.263	9.519	4.091	0.022	-0.022	-0.002
Si	14.947	6.793	4.047	0.009	-0.02	-0.013
Si	12.32	14.96	4.035	0.005	-0.017	-0.015
Si	14.977	12.241	3.966	-0.004	-0.016	-0.019
Si	16.33	16.334	10.892	0.008	0.002	0.004
Si	2.726	2.744	10.873	0.007	-0.01	-0.004
Si	16.291	5.463	10.907	-0.023	0.032	-0.001
Si	2.691	8.16	10.919	-0.001	0.001	0.005
Si	16.296	10.863	10.906	0.02	-0.005	0.006
Si	2.712	13.587	10.878	0.003	-0.003	-0.003
Si	5.447	16.331	10.847	0.003	0.002	-0.004
Si	8.184	2.736	10.881	0.008	-0.008	0.005
Si	5.436	5.441	10.894	0.012	-0.033	-0.006
Si	8.164	8.14	10.898	0	0.002	0.009
Si	5.416	10.876	10.868	-0.023	0.029	-0.012
Si	8.158	13.584	10.865	-0.005	0.018	0.001
Si	10.915	16.335	10.889	0	-0.021	0.006
Si	13.619	2.746	10.893	-0.014	0.006	-0.007
Si	10.89	5.448	10.886	0.002	-0.004	-0.002
Si	13.587	8.154	10.895	-0.011	0.006	-0.008
Si	10.886	10.854	10.885	0.003	-0.009	-0.006
Si	13.618	13.594	10.897	0.006	-0.017	0.001
Si	1.365	1.405	12.241	0.024	0.021	0.004
Si	4.058	4.11	12.261	0.014	0.011	-0.001
Si	1.305	6.821	12.293	0.004	-0.011	0.003
Si	4.049	9.546	12.252	0.009	-0.002	0.002
Si	1.349	12.23	12.237	-0.006	-0.001	-0.01
Si	4.076	14.976	12.195	-0.009	-0.017	-0.008
Si	6.794	1.381	12.203	-0.007	-0.008	-0.008
Si	9.544	4.095	12.25	-0.015	-0.018	-0.001
Si	6.809	6.771	12.267	-0.033	-0.001	0.01
Si	9.545	9.475	12.263	0.012	0.029	0.011
Si	6.781	12.219	12.223	-0.009	-0.018	0.004
Si	9.545	14.941	12.193	0.001	0.013	-0.005
Si	12.279	1.393	12.256	0.013	-0.005	0
Si	14.94	4.118	12.293	0	-0.031	0.001
Si	12.243	6.793	12.272	0.006	0.009	-0.007
Si	14.95	9.484	12.276	-0.011	-0.007	-0.011
Si	12.273	12.191	12.239	-0.012	0.015	-0.005
Si	14.976	14.971	12.257	-0.011	-0.012	0.009
Si	16.333	2.771	13.625	0.005	0.031	0.013
Si	2.753	16.362	13.561	0.005	0.002	-0.009
Si	16.276	8.164	13.714	0.011	0.004	0.003
Si	2.652	5.444	13.63	0.003	-0.012	-0.004
Si	16.337	13.592	13.602	0.042	-0.025	-0.007
Si	2.661	10.88	13.639	-0.012	-0.009	0.009
Si	5.457	2.755	13.584	-0.02	-0.021	0.009
Si	8.187	16.333	13.498	-0.021	-0.003	-0.003
Si	5.401	8.148	13.562	0.035	0.013	-0.005
Si	8.189	5.414	13.65	0.032	0.004	0.004
Si	5.398	13.595	13.551	0.008	0.02	0.008
Si	8.141	10.833	13.565	-0.028	0.005	0.001
Si	10.951	2.79	13.611	-0.004	0.015	0.009
Si	13.647	16.365	13.621	0.001	0.012	0.013
Si	10.886	8.1	13.672	-0.019	-0.003	-0.003
Si	13.603	5.492	13.694	-0.024	0.004	0.031
Si	10.902	13.564	13.543	-0.004	-0.01	-0.002
Si	13.597	10.815	13.645	0.005	0.002	0.001
Si	1.321	4.112	15.069	-0.01	-0.019	0.021
Si	4.104	1.405	14.937	0.004	0.024	0.029
Si	1.281	9.573	15.073	-0.012	-0.001	0.002
Si	3.962	6.88	14.922	-0.03	0.02	0.014
Si	1.398	15.001	14.896	-0.012	0.004	-0.03
Si	4.016	12.273	14.953	0.012	0.027	0.017
Si	6.801	4.077	14.998	0.006	-0.006	0.062
Si	9.541	1.395	14.831	-0.014	-0.066	-0.009
Si	6.813	9.421	14.922	0.018	-0.013	-0.014
Si	9.546	6.728	15.078	-0.01	0.012	0.015
Si	6.825	14.959	14.812	-0.013	-0.008	-0.009
Si	9.543	12.175	14.878	0.019	-0.017	-0.015
Si	12.251	4.155	15.079	-0.026	-0.025	0.03
Si	15.027	1.412	15.009	-0.01	-0.02	-0.019
Si	12.281	9.409	15.042	0.01	-0.005	0.02
Si	14.963	6.794	15.146	0.026	0.017	0.01
Si	12.241	14.962	14.875	-0.003	-0.021	-0.035
Si	14.981	12.201	14.949	0.026	0.002	-0.001
Si	0.094	16.32	16.313	0.029	0.02	0.016
Si	2.69	2.683	16.347	0.004	0	-0.008
Si	16.331	5.461	16.568	0.003	-0.034	0.025
Si	2.606	8.175	16.41	0.011	-0.025	0.011
Si	16.27	10.954	16.499	0.003	-0.003	0.02
Si	2.709	13.721	16.339	-0.011	-0.021	0.046
Si	5.564	16.366	16.183	0.05	0.021	-0.04
Si	8.259	2.68	16.298	-0.02	0.057	0.063
Si	5.328	5.517	16.188	0.021	-0.024	0.027
Si	8.097	8.036	16.384	-0.045	-0.011	0.012
Si	5.404	10.807	16.148	0.011	-0.017	-0.043
Si	8.168	13.583	16.137	-0.004	0.027	0.019
Si	10.853	16.339	16.164	-0.014	0.008	0.019
Si	13.7	2.823	16.364	0.021	-0.015	0.009
Si	10.9	5.445	16.594	-0.003	0.019	0.054
Si	13.621	8.123	16.581	-0.05	0.018	0.035
Si	10.812	10.737	16.263	-0.062	0.038	0.008
Si	13.608	13.597	16.188	-0.003	0.005	0.002
Si	1.501	1.225	17.792	0.038	-0.034	-0.017
Si	4.019	4.173	17.556	-0.064	-0.029	-0.081
Si	1.314	6.902	17.986	-0.025	0.012	0.032
Si	4.015	9.612	17.596	-0.012	-0.017	-0.004
Si	1.252	12.511	17.772	-0.011	0.071	-0.056
Si	4.28	15.041	17.546	0.012	-0.02	-0.055
Si	6.914	1.311	17.645	-0.034	-0.08	-0.001
Si	9.469	3.995	17.866	-0.028	0.031	0.06
Si	6.583	6.746	17.716	0.061	-0.012	0.079
Si	9.533	9.319	17.721	0.019	-0.001	0.051
Si	6.843	12.112	17.378	-0.004	-0.064	-0.033
Si	9.435	15.02	17.492	-0.024	0.011	-0.05
Si	12.221	1.413	17.45	-0.029	-0.024	0.008
Si	15.041	4.018	17.971	0.033	0.011	0.012
Si	12.361	6.71	18.089	-0.004	-0.002	0.022
Si	14.919	9.577	17.969	0.019	0.017	0.006
Si	12.188	12.21	17.414	-0.008	-0.01	-0.091
Si	14.941	14.984	17.539	-0.018	-0.035	-0.076
Si	0.111	2.484	19.204	-0.036	-0.009	0.014
Si	3.337	0.246	19.03	-0.017	0.073	0.017
Si	16.305	8.327	19.525	0.041	0.015	0.042
Si	2.762	5.411	19.174	-0.02	-0.023	0.044
Si	16.019	13.767	19.188	0.109	-0.019	0.138
Si	2.826	11.177	18.847	0.061	0.054	0.013
Si	5.796	3.113	18.638	-0.012	-0.03	-0.028
Si	8.26	16.274	19.135	-0.023	0.014	0.153
Si	5.189	8.236	19.06	0	-0.033	0.025
Si	7.419	4.808	18.891	0.069	0.089	-0.146
Si	5.688	13.579	18.68	0.018	0.018	0.053
Si	8.094	10.801	18.832	0.06	-0.099	-0.022
Si	11.014	2.581	19.039	0.04	0.051	0.031
Si	13.53	16.35	18.733	-0.02	0.046	0.006
Si	10.878	8.086	19.363	0.175	0.383	-0.258
Si	13.756	5.275	19.606	-0.042	-0.014	0.013
Si	10.823	13.593	18.64	0.032	0.011	0.038
Si	13.293	10.983	19.027	0.022	-0.056	0.007
Si	1.764	3.651	20.413	-0.229	0.246	-0.797
Si	4.474	2.049	20.176	0.119	-0.177	-0.633
Si	1.444	10.157	20.327	-0.133	-0.358	-0.638
Si	4.174	6.722	20.567	-0.111	0.086	-0.694
Si	0.131	14.992	21.209	-0.245	-0.272	-0.768
Si	4.196	12.616	20.152	0.019	-0.219	-0.726
Si	7.052	5.355	21.13	0.59	0.288	-0.592
Si	10.051	0.912	20.37	-0.204	0.058	-0.749
Si	6.96	9.249	20.193	-0.36	0.494	0.118
Si	8.708	7.064	21.102	-0.333	-0.566	0.308
Si	7.317	14.38	20.167	0.022	0.265	-0.699
Si	9.526	12.214	19.944	-0.044	-0.055	-0.459
Si	12.581	3.373	20.658	-0.007	0.358	-0.786
Si	14.791	1.146	20.325	0.23	0.045	-0.619
Si	11.687	10.04	20.485	-0.019	-0.211	-0.736
Si	15.053	6.777	21.103	0.055	-0.057	-0.788
Si	12.112	14.986	19.944	-0.078	0.007	-0.594
Si	14.122	12.728	20.311	0.18	-0.002	-0.58
Si	3.047	15.399	21.023	0.166	0.157	-0.569
Si	7.744	3.792	23.638	0.029	-0.039	-0.219
Si	0.759	5.041	22.982	0.092	0.232	-0.097
Si	1.565	6.707	26.999	0.076	-0.037	-0.127
Si	0.369	4.392	25.743	0.074	0.008	-0.122
Si	2.494	8.576	22.505	-0.006	-0.03	-0.157
Si	5.131	0.672	22.756	0.015	0	-0.13
Si	4.489	0.601	25.548	0.087	-0.01	-0.203
Si	10.416	2.732	22.772	-0.022	0.056	-0.396
Si	7.425	9.133	22.517	-0.221	-0.105	-0.676
Si	7.306	0.806	24.606	0.082	-0.153	-0.034
Si	5.831	13.271	22.376	-0.011	-0.114	-0.303
Si	11.853	2.772	27.372	-0.175	0.023	-0.023
Si	14.4	7.3	28.951	0.032	-0.132	0.238
Si	10.681	12.272	25.144	-0.07	-0.008	0.067
Si	11.513	9.192	25.372	-0.069	0.084	-0.272
Si	13.292	8.708	22.863	-0.059	-0.095	-0.216
Si	16.125	12.143	22.148	0.015	0.108	-0.079
Si	15.488	14.516	26.345	-0.059	0.123	-0.204
Si	4.293	13.86	27.429	-0.199	-0.053	-0.068
Si	0.521	5.672	29.43	-0.024	0.093	0.171
Si	2.961	5.142	25.113	0.087	-0.029	-0.261
Si	16.211	9.643	23.708	0.123	-0.003	-0.239
Si	2.175	14.665	25.8	0.021	0.107	-0.013
Si	3.772	9.939	24.962	-0.045	-0.045	-0.126
Si	8.799	8.679	26.592	0.012	-0.065	0.098
Si	5.99	5.26	25.686	-0.037	-0.072	0.027
Si	10.814	13.524	30.958	0.023	-0.02	0.17
Si	3.994	12.936	24.62	-0.046	-0.078	-0.068
Si	10.481	0.928	25.248	-0.256	-0.055	-0.082
Si	5.676	9.833	30.472	-0.16	-0.157	0.263
Si	14.701	2.69	27.582	-0.076	0.088	-0.018
Si	12.427	14.705	25.746	0.118	0.1	-0.165
Si	1.135	9.654	26.488	0.11	-0.028	-0.319
Si	15.598	11.772	27.579	-0.051	0.002	-0.046
Si	12.457	14.636	28.842	0.002	0.1	0.178
Si	4.592	0.421	28.318	-0.167	0.114	0.077
Si	5.91	2.255	30.176	-0.106	-0.016	0.11
Si	14.598	12.7	30.139	-0.079	0.028	0.036
Si	1.501	4.406	33.605	0.119	0.06	0.211
Si	8.455	11.603	26.846	0.024	0.1	-0.074
Si	2.713	8.951	31.04	-0.069	0.038	-0.002
Si	6.191	8.323	25.051	-0.04	-0.103	-0.222
Si	9.975	2.208	33.358	-0.101	-0.004	0.222
Si	7.275	7.643	29.07	0.011	0.143	0.002
Si	6.703	4.881	28.766	0.142	-0.058	-0.033
Si	3.289	1.029	30.922	0.068	-0.111	0.245
Si	8.134	11.826	23.921	-0.018	-0.06	-0.102
Si	12.963	3.241	29.868	-0.004	-0.122	0.171
Si	11.803	5.512	28.658	0.021	-0.13	-0.119
Si	0.055	7.995	31.01	0.037	0.194	0.073
Si	14.87	16.224	28.827	-0.092	0.058	0.046
Si	13.354	9.761	27.859	0.019	0.046	0.141
Si	1.736	3.642	30.868	0.185	0.124	0.168
Si	8.195	0.897	31.591	-0.046	-0.165	0.155
Si	1.036	9.511	33.349	0.024	0.064	0.031
Si	7.856	14.387	30.937	0.061	0.026	0.223
Si	1.782	15.659	33.209	0.187	-0.016	0.177
Si	6.334	12.499	29.08	-0.008	-0.104	0.008
Si	5.174	7.026	33.767	0.802	0.16	0.273
Si	11.09	6.016	32.675	-0.021	0.103	0.092
Si	6.392	9.064	33.472	-0.206	-0.705	0.385
Si	6.984	15.316	33.506	-0.088	-0.003	0.199
Si	12.741	14.901	33.136	-0.045	0.053	0.16
Si	12.447	10.814	30.643	-0.109	0.104	0.084
Si	12.757	3.619	32.757	0.028	0.053	0.16
Si	11.945	9.055	33.244	-0.06	0.019	0.443
Si	3.339	5.95	31.913	0.089	-0.084	0.146
Si	9.253	5.976	30.079	-0.057	-0.15	0.222
Si	15.382	15.196	31.613	-0.1	0.116	0.181
O	1.2	0.289	34.386	0.175	0.371	0.039
O	15.264	1.59	35.025	0.178	0.025	-0.203
O	2.389	3.297	34.363	-0.118	-0.145	-0.411
O	4.091	1.422	35.09	-0.104	0.005	-0.268
O	0.252	4.906	34.452	-0.397	-0.204	-0.348
O	2.411	5.69	33.226	0.04	0.287	0.378
O	2.456	13.44	24.758	-0.674	-0.165	-0.424
O	4.045	9.647	30.417	-0.06	0.261	-0.182
O	15.079	12.375	35.171	0.103	0.103	-0.246
O	0.282	10.841	33.858	0.044	0.378	-0.398
O	2.503	14.386	33.955	0.19	0.033	-0.368
O	8.289	15.924	30.628	0.35	0.212	-0.819
O	7.571	0.416	33.013	-0.156	0.293	0.143
O	5.634	15.658	34.318	-0.175	-0.253	-0.214
O	7.368	2.012	0.108	0.164	-0.171	-0.371
O	8.242	4.853	29.39	0.159	-0.372	-0.151
O	2.639	6.933	0.688	0.336	-0.358	0.203
O	6.929	4.654	34.869	0.17	0.083	-0.611
O	6.332	9.387	31.886	0.308	0.124	-0.384
O	9.215	13.54	31.245	0.059	-0.222	-0.015
O	5.705	10.385	34.171	-0.159	0.112	-0.377
O	4.176	12.471	34.879	-0.043	0.022	-0.559
O	9.63	12.323	34.902	0.019	-0.035	-0.392
O	8.034	14.475	34.388	0.209	0.232	-0.076
O	10.673	5.391	34.109	0.057	-0.322	-0.165
O	9.991	1.158	34.596	-0.226	0.18	-0.032
O	13.761	3.436	34.009	0.076	0.486	-0.339
O	9.977	5.684	31.517	-0.095	-0.374	-0.061
O	9.454	7.192	35.284	0.112	0.087	-0.088
O	11.261	7.623	32.867	-0.069	0.015	-0.047
O	14.977	6.882	35.082	0.037	-0.087	-0.355
O	13.302	8.721	34.081	0.411	0.271	-0.599
O	11.091	10.117	34.167	0.1	-0.301	-0.477
O	13.418	13.442	29.33	-0.184	-0.112	0.023
O	13.29	13.716	34.061	0.133	-0.218	-0.397
O	12.003	15.946	34.122	0.197	0.195	-0.071
O	3.112	2.776	20.72	-0.076	0.05	0.492
O	1.144	3.935	21.888	-0.162	-0.558	0.482
O	4.079	11.364	24.274	0.123	-0.052	-0.235
O	5.339	1.686	21.513	0.434	0.343	0.228
O	2.184	5.527	23.692	0.061	0.463	-0.274
O	0.893	8.617	22.903	-0.312	-0.568	-0.308
O	5.517	5.998	21.223	0	0.028	0.22
O	3.151	7.294	21.743	-0.096	-0.057	0.142
O	3.223	13.784	20.796	-0.419	-0.074	0.118
O	1.545	15.697	21.545	0.116	0.609	0.515
O	1.97	3.995	25.754	0.267	-0.566	0.137
O	0.07	13.747	22.303	0.015	0.103	0.507
O	7.085	4.117	22.188	-0.091	-0.591	-0.166
O	9.639	1.729	21.736	-0.397	-0.271	0.194
O	10.951	1.815	23.979	0.394	-0.204	0.03
O	9.353	3.804	23.38	0.241	0.525	0.324
O	7.093	12.772	23.194	0.215	0.118	0.144
O	7.955	7.916	19.918	-0.04	-0.169	-0.529
O	8.648	8.029	22.418	0.305	-0.194	0.614
O	10.208	6.971	20.45	0.377	-0.521	0.223
O	4.44	1.347	24.091	-0.249	0.602	0.113
O	6.336	14.521	21.472	-0.364	0.692	0.198
O	8.499	13.314	20.661	0.115	0.164	0.46
O	10.535	11.202	20.811	-0.024	0.071	0.565
O	11.186	10.736	24.978	0.034	-0.044	0.006
O	12.944	6.668	28.607	-0.034	0.217	-0.123
O	13.743	2.235	21.019	-0.129	-0.19	0.438
O	15.368	16.246	21.307	-0.318	-0.135	0.302
O	12.327	8.457	24.155	-0.136	-0.488	0.146
O	12.438	9.665	21.881	0.147	0.325	0.485
O	16.195	4.393	24.189	-0.636	-0.326	0.15
O	13.809	7.405	22.005	-0.399	-0.206	-0.075
O	13.082	13.938	20.777	0.01	-0.041	0.293
O	11.109	16.015	20.785	-0.084	-0.167	0.322
O	0.616	11.448	20.917	0.056	0.42	-0.092
O	14.562	12.045	21.744	-0.342	-0.202	0.338
O	5.175	12.12	21.402	0.097	-0.575	0.165
O	15.263	1.257	28.056	0.458	-0.158	-0.292
O	7.303	2.398	24.298	-0.329	0.15	0.265
O	4.06	15.925	22.175	-0.167	-0.431	0.308
O	0.331	5.942	26.25	-0.704	0.426	-0.069
O	15.465	6.11	28.694	-0.188	-0.343	-0.411
O	1.284	8.256	27.247	-0.004	0.13	0.369
O	2.876	6.459	26.078	0.27	0.646	0.042
O	16.161	6.119	22.149	0.344	0.18	0.425
O	1.244	8.892	30.274	-0.104	0.172	-0.743
O	2.592	9.782	21.444	0.427	0.266	0.258
O	3.322	8.867	23.841	0.323	-0.433	0.368
O	6.632	0.174	23.236	0.377	-0.221	-0.268
O	0.597	15.076	25.737	-0.111	0.263	-0.414
O	3.293	15.795	25.39	-0.175	0.144	-0.418
O	11.643	3.5	22.017	0.001	0.285	0.323
O	6.215	6.409	29.018	-0.604	0.17	-0.117
O	7.202	4.911	24.664	0.11	0.46	0.085
O	7.651	11.578	25.44	-0.598	-0.043	0.239
O	6.216	8.499	23.423	-0.294	0.02	-0.22
O	4.844	12.81	28.519	-0.424	-0.373	0.269
O	0.514	10.768	27.435	0.286	0.012	0.311
O	6.149	0.367	25.695	0.298	-0.273	0.789
O	4.725	13.734	23.437	-0.278	0.39	-0.08
O	10.741	1.895	26.565	-0.144	0.116	0.367
O	13.329	2.518	26.713	-0.014	-0.374	-0.754
O	11.639	4.42	27.429	-0.282	0.318	-0.552
O	15.81	3.444	26.691	-0.007	-0.315	0.117
O	7.413	12.104	27.948	0.239	0.041	-0.15
O	10.189	8.34	25.817	-0.099	-0.322	-0.229
O	14.142	11.089	27.404	-0.056	0.124	-0.27
O	0.543	6.442	30.863	0.365	-0.545	0.376
O	9.605	12.498	23.94	0.237	0.532	-0.373
O	8.136	10.434	23.124	0.224	0.178	0.157
O	9.833	12.444	26.55	0.103	0.285	0.276
O	14.674	9.387	23.342	-0.097	-0.041	-0.05
O	15.393	15.044	27.866	0.276	-0.206	0.212
O	2.677	14.12	27.281	-0.345	0.063	0.641
O	0.947	3.704	32.272	-0.635	-0.283	0.005
O	5.855	3.763	29.58	-0.501	0.222	0.075
O	4.532	4.703	25.128	0.103	-0.462	-0.44
O	1.757	6.079	28.472	0.411	-0.274	0.172
O	5.852	6.867	25.637	-0.423	0.126	0.244
O	2.594	10.158	26.028	0.094	0.172	0.311
O	0.126	9.394	25.263	-0.321	-0.501	0.39
O	0.176	11.225	23.423	0.417	0.337	0.427
O	4.683	1.851	31.185	0.053	0.084	0.56
O	7.002	13.807	29.726	0.151	0.358	-0.468
O	8.874	0.49	25.062	0.054	-0.268	0.252
O	5.855	1.204	28.944	0.411	-0.01	-0.459
O	11.98	2.298	28.948	-0.42	-0.46	0.152
O	7.683	8.732	25.445	0.279	0.144	-0.19
O	5.096	9.347	25.659	0.053	0.274	0.435
O	6.432	4.675	27.152	-0.043	-0.077	-0.108
O	8.343	7.315	30.257	0.117	0.448	0.459
O	12.209	9.762	31.83	0.069	-0.347	-0.231
O	4.106	1.262	26.994	-0.191	0.53	0.048
O	6.101	11.358	30.191	-0.051	0.155	0.153
O	11.498	15.971	25.289	0.225	0.09	-0.294
O	13.263	16.033	29.049	-0.357	0.434	0.176
O	12.404	9.247	26.695	-0.11	-0.299	0.198
O	12.188	4.645	29.956	0.051	0.1	0.722
O	14.306	3.453	28.968	0.548	0.227	0.315
O	14.861	7.961	30.401	-0.544	0.058	0.45
O	12.467	10.052	29.2	-0.469	-0.005	-0.291
O	14.068	14.883	25.568	0.115	0.386	-0.622
O	15.747	12.31	29.091	0.735	-0.099	0.183
O	15.661	12.915	26.442	0.296	-0.158	-0.458
O	11.88	13.352	25.016	0.034	0.042	-0.401
O	11.313	11.99	30.729	-0.317	-0.196	-0.156
O	10.405	6.239	28.967	0.091	0.464	-0.286
O	2.162	2.132	30.602	-0.223	-0.116	-0.38
O	3.012	4.69	30.929	0.489	-0.014	-0.24
O	7.305	2.068	30.949	0.034	0.668	0.063
O	2.811	16.409	32.173	0.204	-0.091	0.053
O	15.549	16.119	30.289	0.202	0.327	-0.016
O	16.353	8.507	32.551	-0.294	-0.304	0.144
O	0.704	4.098	29.711	-0.153	-0.22	-0.365
O	8.944	10.127	27.287	0.442	0.079	0.674
O	12.117	14.47	27.299	-0.33	-0.03	0.255
O	0.441	15.243	32.425	-0.116	-0.139	-0.067
O	1.531	8.879	34.76	-0.591	0.166	0.291
O	2.336	9.77	32.411	0.464	0.336	-0.038
O	4.875	6.061	32.456	0.524	-0.098	-0.312
O	4.995	15.271	27.789	0.388	-0.149	-0.284
O	8.834	3.293	33.726	-0.274	0.211	-0.757
O	9.647	1.501	31.942	0.63	-0.147	-0.673
O	8.187	7.684	27.716	0.306	-0.378	-0.1
O	6.406	8.966	29.313	0.129	0.112	-0.506
O	3.836	7.948	34.031	-0.205	0.311	-0.15
O	6.804	14.399	32.184	-0.58	-0.262	-0.102
O	4.781	13.276	25.996	0.809	0.039	-0.022
O	11.664	14.225	32.148	-0.112	0.06	-0.023
O	7.864	8.94	34.18	0.349	0.213	-0.441
O	3.501	0.225	29.519	-0.27	-0.571	-0.051
O	12.493	5.201	32.456	0.318	0.372	-0.212
O	13.932	11.424	30.858	0.208	-0.058	0.48
O	14.488	8.609	28.018	0.603	0.239	-0.183
O	3.081	7.397	31.261	0.165	-0.073	-0.335
O	11.409	2.876	33.203	0.096	-0.129	-0.127
O	11.081	14.469	29.663	-0.299	0.481	-0.408
O	14.015	15.62	32.412	-0.054	0.372	-0.193
O	15.22	13.639	31.261	0.155	-0.372	0.274
O	13.292	2.865	31.403	0.612	-0.594	-0.135
Si	16.287	16.3	5.469	0.006	0.007	0.008
Si	2.752	2.64	5.547	-0.002	-0.026	0.017
Si	16.298	5.467	5.48	0.004	0.015	-0.002
Si	2.701	8.171	5.454	0.003	0.008	-0.006
Si	16.302	10.907	5.412	-0.018	0.013	0.004
Si	2.728	13.59	5.441	-0.003	-0.015	-0.017
Si	5.491	16.304	5.43	-0.003	-0.014	-0.01
Si	8.208	2.699	5.412	0.015	0.009	-0.008
Si	5.426	5.453	5.46	-0.016	-0.009	-0.004
Si	8.145	8.188	5.45	-0.022	-0.014	-0.022
Si	5.403	10.902	5.466	0.019	0.001	0.003
Si	8.178	13.613	5.44	-0.004	-0.006	0.002
Si	10.91	16.316	5.378	0.001	-0.002	-0.027
Si	13.571	2.712	5.42	0.028	0.005	-0.012
Si	10.85	5.444	5.459	0.005	0.037	0.016
Si	13.611	8.15	5.443	-0.009	0.005	-0.003
Si	10.878	10.887	5.421	-0.02	0.012	0.001
Si	13.644	13.587	5.399	0.026	0.011	0.01
Si	1.345	1.311	6.85	0.015	-0.017	0.008
Si	4.083	4.089	6.839	-0.002	0.002	-0.003
Si	1.34	6.827	6.828	-0.018	0.018	0.008
Si	4.064	9.521	6.821	0.012	0.008	0.001
Si	1.36	12.232	6.797	-0.006	0.002	-0.004
Si	4.096	14.959	6.786	0.008	0.001	-0.002
Si	6.839	1.356	6.789	-0.018	0.004	-0.001
Si	9.514	4.07	6.813	-0.001	0.007	0.01
Si	6.796	6.808	6.811	0.009	0.008	0.009
Si	9.521	9.535	6.8	0.001	-0.007	-0.003
Si	6.807	12.248	6.799	-0.02	0.01	-0.006
Si	9.549	14.976	6.78	-0.013	0.009	-0.009
Si	12.234	1.35	6.791	0	-0.016	-0.003
Si	14.935	4.074	6.797	-0.005	-0.008	-0.001
Si	12.243	6.794	6.799	-0.001	-0.051	-0.007
Si	14.956	9.537	6.791	0.015	0.011	-0.009
Si	12.249	12.25	6.77	0.008	0.007	-0.004
Si	14.952	14.936	6.821	0.001	-0.005	0.001
Si	16.312	2.726	8.167	0.007	-0.014	-0.01
Si	2.73	16.291	8.179	-0.014	0.01	0
Si	16.301	8.184	8.177	0.013	-0.004	0.011
Si	2.705	5.456	8.182	-0.005	-0.005	-0.002
Si	16.326	13.589	8.171	0.009	0.015	0.002
Si	2.697	10.872	8.174	0.001	-0.002	0.006
Si	5.47	2.721	8.157	0.014	-0.005	-0.006
Si	8.191	16.322	8.158	0.016	0.003	0.001
Si	5.433	8.162	8.178	-0.009	-0.006	-0.011
Si	8.155	5.439	8.166	-0.01	-0.024	-0.003
Si	5.445	13.603	8.154	0	-0.004	-0.005
Si	8.158	10.878	8.167	0.001	0.008	0.002
Si	10.889	2.717	8.162	0.002	0.013	-0.001
Si	13.597	16.316	8.165	0.008	-0.016	-0.002
Si	10.879	8.159	8.151	-0.005	0.013	-0.005
Si	13.589	5.435	8.166	0.003	0.025	-0.003
Si	10.896	13.605	8.152	-0.001	0.003	-0.005
Si	13.591	10.887	8.153	-0.015	-0.002	-0.008
Si	1.338	4.101	9.538	0.003	0.011	0.013
Si	4.082	1.373	9.505	-0.005	-0.006	-0.007
Si	1.344	9.519	9.547	-0.015	0.007	0.005
Si	4.067	6.811	9.549	0.014	0.017	0.007
Si	1.358	14.951	9.536	0.022	-0.029	0.005
Si	4.073	12.243	9.505	0.009	0.004	-0.013
Si	6.805	4.084	9.533	-0.009	0.004	0.01
Si	9.539	1.363	9.53	-0.012	0	0.005
Si	6.801	9.512	9.537	-0.001	0.001	0.004
Si	9.525	6.799	9.519	0.012	-0.013	0
Si	6.814	14.96	9.504	-0.009	0	-0.006
Si	9.532	12.23	9.516	-0.005	-0.005	0.004
Si	12.241	4.08	9.53	0.003	-0.026	-0.007
Si	14.96	1.366	9.528	-0.005	0.006	0.007
Si	12.242	9.512	9.514	0.002	0.008	-0.007
Si	14.942	6.804	9.523	-0.006	-0.014	-0.004
Si	12.253	14.955	9.532	-0.006	0.022	0.003
Si	14.96	12.229	9.527	0.009	0.006	-0.011

Results
total energy: -115451.478 eV
total energy less fixed offsets of O -438.35, Si -107.03 eV per atom: 14.862 eV
